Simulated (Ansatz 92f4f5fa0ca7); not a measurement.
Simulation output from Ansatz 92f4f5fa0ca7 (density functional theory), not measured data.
Periodic cell of 360 atoms, Si240O120, from a study of silicon, its oxide and their interface. The atomic structure is a simulated model.
Doubt: the cutoff is far below the 930 eV that the study's wrapper takes by default for these files, so forces and energies are approximate.
This geometry differs little from another in the collection (a relaxation step or a small displacement).

Settings
functional: PBE
potential files: Ansatz PAW
basis: plane waves
wave-function cutoff: 580 eV
density cutoff ratio: 5
exchange-correlation grid ratio: 1
k mesh: 1 x 1 x 1, Gamma-centred
self-consistency stop: 5e-08 eV per atom in the density residual
occupations: fixed
spin: none
net charge: 0

Cell vectors (angstrom)
a	11.6015	0	0
b	0	13.3963	0
c	0	0	41.261

Atoms and the computed forces on them: element, x, y, z (angstrom), force x, y, z (eV/angstrom)
Si	0	2.2327	1.1851	0.0012	-0.0275	0.04
Si	3.8672	2.2327	1.1851	0.0135	-0.0336	0.0015
Si	7.7343	2.2327	1.1851	0.0199	-0.0254	0.0083
Si	1.9336	5.5818	1.1851	-0.0253	-0.0785	-0.0152
Si	5.8008	5.5818	1.1851	0.0148	-0.0421	-0.0392
Si	9.6679	5.5818	1.1851	0.0184	-0.0386	-0.07
Si	0	8.9308	1.1851	0.0049	0.0376	0.0217
Si	3.8672	8.9308	1.1851	0.0153	0.0233	0.0354
Si	7.7343	8.9308	1.1851	0.0028	0.0221	0.0038
Si	1.9336	12.2799	1.1851	-0.0202	0.0073	-0.0302
Si	5.8008	12.2799	1.1851	0.0042	0.0305	0.0149
Si	9.6679	12.2799	1.1851	0.0138	0.004	0.0653
Si	1.9336	1.1164	1.9745	-0.0194	-0.0432	-0.0112
Si	5.8008	1.1164	1.9745	-0.0704	-0.0126	0.0041
Si	9.6679	1.1164	1.9745	-0.0523	0.0323	-0.0014
Si	0	4.4654	1.9745	0.0143	0.2343	0.0105
Si	3.8672	4.4654	1.9745	0.0341	0.1154	-0.0176
Si	7.7343	4.4654	1.9745	-0.025	0.1597	-0.0038
Si	1.9336	7.8145	1.9745	-0.0341	0.0568	-0.0299
Si	5.8008	7.8145	1.9745	0.0246	0.0569	-0.0093
Si	9.6679	7.8145	1.9745	-0.0094	-0.0958	-0.0266
Si	0	11.1635	1.9745	0.0942	-0.0742	0.0059
Si	3.8672	11.1635	1.9745	-0.0446	-0.0196	-0.0047
Si	7.7343	11.1635	1.9745	-0.0594	-0.0913	-0.0221
Si	1.9336	1.1164	4.3426	-0.0616	-0.1386	-0.2877
Si	5.8008	1.1164	4.3426	-0.1892	-0.0616	-0.2195
Si	9.6679	1.1164	4.3426	-0.1302	0.0228	-0.1507
Si	0	4.4654	4.3426	0.0336	0.5907	-0.3124
Si	3.8672	4.4654	4.3426	0.0708	0.2491	-0.1647
Si	7.7343	4.4654	4.3426	-0.0533	0.4332	-0.4009
Si	1.9336	7.8145	4.3426	-0.0753	0.258	0.6583
Si	5.8008	7.8145	4.3426	0.0391	0.2067	0.3203
Si	9.6679	7.8145	4.3426	-0.0117	-0.1451	0.2057
Si	0	11.1635	4.3426	0.2162	-0.148	-0.0533
Si	3.8672	11.1635	4.3426	-0.1444	0.0575	0.2899
Si	7.7343	11.1635	4.3426	-0.1594	-0.1643	0.178
Si	0	0	36.9204	0.0477	0.0992	-0.123
Si	3.8672	0	36.9204	-0.0807	-0.2185	-0.0571
Si	7.7343	0	36.9204	0.0232	0.047	-0.0337
Si	1.9336	3.3491	36.9204	-0.0398	-0.1776	0.1189
Si	5.8008	3.3491	36.9204	0.233	0.009	0.2679
Si	9.6679	3.3491	36.9204	-0.1661	-0.0988	-0.208
Si	0	6.6981	36.9204	0.113	-0.0476	-0.1414
Si	3.8672	6.6981	36.9204	-0.1075	-0.0941	0.2647
Si	7.7343	6.6981	36.9204	0.114	-0.2125	0.1484
Si	1.9336	10.0472	36.9204	0.2022	-0.1346	-0.2071
Si	5.8008	10.0472	36.9204	-0.0438	-0.0179	0.11
Si	9.6679	10.0472	36.9204	0.1661	-0.1741	-0.135
Si	0	0	39.2885	0.0122	0.0288	0.0222
Si	3.8672	0	39.2885	-0.0395	-0.0765	0.0033
Si	7.7343	0	39.2885	0.0164	0.0184	0.0242
Si	1.9336	3.3491	39.2885	-0.0191	-0.0681	-0.0014
Si	5.8008	3.3491	39.2885	0.0943	0.0003	-0.0129
Si	9.6679	3.3491	39.2885	-0.0569	-0.0355	0.0025
Si	0	6.6981	39.2885	0.0362	-0.011	-0.0014
Si	3.8672	6.6981	39.2885	-0.0432	-0.0483	-0.0282
Si	7.7343	6.6981	39.2885	0.0676	-0.0697	-0.025
Si	1.9336	10.0472	39.2885	0.0556	-0.0229	0.0173
Si	5.8008	10.0472	39.2885	-0.0049	0.0223	0.0132
Si	9.6679	10.0472	39.2885	0.0665	-0.0627	0.0267
Si	0	2.2327	40.0779	0.0022	0.0308	-0.0051
Si	3.8672	2.2327	40.0779	-0.0104	0.035	-0.0247
Si	7.7343	2.2327	40.0779	-0.0208	0.0326	0.0376
Si	1.9336	5.5818	40.0779	0.0363	0.0609	0.0112
Si	5.8008	5.5818	40.0779	-0.0157	0.0292	0.0162
Si	9.6679	5.5818	40.0779	-0.0271	0.0378	0.0071
Si	0	8.9308	40.0779	-0.0106	-0.0274	-0.0138
Si	3.8672	8.9308	40.0779	-0.0095	-0.02	-0.0045
Si	7.7343	8.9308	40.0779	-0.006	-0.022	-0.0245
Si	1.9336	12.2799	40.0779	0.0173	0.004	-0.0006
Si	5.8008	12.2799	40.0779	-0.0051	-0.024	-0.0059
Si	9.6679	12.2799	40.0779	-0.0098	-0.0014	-0.0475
Si	1.3086	5.1298	24.2697	-0.0013	-0.0046	0.0062
Si	4.8628	5.7598	30.6558	0.0006	0.0074	0.003
Si	2.8597	3.5222	22.2273	0.0021	0.0013	0.0001
Si	2.0902	-1.1837	32.8844	-0.0014	0.0039	0.0027
Si	4.7889	8.2997	30.5963	0.004	-0.0066	0.0001
Si	9.9045	4.8683	30.5536	-0.002	0.0023	-0.0006
Si	0.509	4.3243	29.8384	0.0059	0.0068	0.0012
Si	8.7655	0.495	24.7443	0.0009	0.0002	-0.0017
Si	9.7192	5.4027	32.8923	-0.0029	0.0013	-0.0012
Si	7.3872	7.5142	17.9281	-0.0007	-0.0008	-0.0004
Si	9.0099	16.3428	26.8057	0.0054	0.0017	0.0056
Si	14.6078	9.5847	26.1936	0.0018	-0.0002	0.0024
Si	-4.2738	8.7795	30.7668	0.0006	0.0054	-0.0053
Si	3.9016	2.1836	32.8432	-0.005	-0.0051	0.0073
Si	10.7506	3.6959	22.6538	-0.0031	0.0003	0.0018
Si	-2.3544	7.2366	26.4105	-0.0011	-0.0045	0.0018
Si	7.354	12.1173	28.3129	-0.0023	-0.0019	0.0046
Si	14.3736	-0.9217	30.5861	0.0134	0.0028	0.0007
Si	0.5467	7.9281	25.2812	-0.0005	-0.0014	0.0044
Si	4.0209	8.7796	32.8701	-0.0011	0.0073	0.0014
Si	3.4044	12.6958	25.4156	-0.0006	-0.0032	0.0004
Si	3.5346	7.9308	21.7175	0.0016	0.0012	0.0001
Si	5.9754	12.2551	33.0327	0.0019	0.0046	-0.0038
Si	5.9331	13.0487	30.795	-0.0052	-0.0015	0.0069
Si	0.0212	2.1001	30.5753	0.0058	-0.0052	0.0089
Si	3.5175	2.6403	30.4322	-0.0026	-0.008	0.0025
Si	7.6862	2.1678	32.9752	0.0008	-0.0009	0.0053
Si	1.9911	5.378	33.0337	0.001	-0.0011	0.0108
Si	5.1336	8.2096	24.1688	0.0005	0.0009	0.0022
Si	11.6911	8.8388	33.1038	-0.0027	0.0084	-0.0001
Si	-2.2695	6.7876	29.3843	0.0053	-0.0028	-0.0019
Si	6.6587	3.4958	27.1821	-0.0005	0.0059	-0.0028
Si	5.7116	5.5194	32.9417	0.0029	0.0014	-0.0018
Si	1.7809	14.318	29.4659	0.0025	0.0036	0.0002
Si	-0.0146	9.0102	29.86	-0.0008	-0.0044	0.0098
Si	9.7641	12.1323	32.9999	0.0036	-0.0021	0.0068
Si	2.006	1.0397	33.7207	0.007	0.0018	-0.0064
Si	5.7901	1.0759	33.8261	-0.0001	-0.0024	0.0013
Si	9.6688	1.0227	33.6963	0.0013	0.0064	-0.005
Si	0.016	4.3303	33.7886	0.0003	0.0011	0.0017
Si	3.9032	4.3276	33.8678	-0.0002	-0.0041	0.0023
Si	7.7109	4.4173	33.678	-0.0018	0	0.0003
Si	2.0505	7.6792	33.701	0.0032	-0.0024	-0.0002
Si	5.8285	7.6898	33.8808	-0.0014	-0.0041	-0.0035
Si	9.7232	7.6739	33.7297	-0.0001	-0.0008	-0.0012
Si	0.1447	11.1124	33.7718	-0.0011	-0.0022	0.0004
Si	4.0041	11.0605	33.6727	-0.0024	-0.0091	-0.0034
Si	7.8347	11.0559	33.8239	-0.0032	-0.0033	0.0011
Si	1.9444	1.1112	36.1067	-0.0017	-0.0016	0.0042
Si	5.7859	1.1198	36.1685	-0.0003	-0.0005	-0.0034
Si	9.666	1.1046	36.0933	-0.0015	-0.0022	0.0023
Si	0	4.4529	36.1441	0.0014	-0.0008	-0.0021
Si	3.8758	4.4445	36.1909	0.0016	-0.0008	0.0023
Si	7.727	4.4688	36.0835	-0.0014	-0.0011	0.0002
Si	1.9505	7.8014	36.096	-0.0021	-0.0004	0.0017
Si	5.802	7.8003	36.1984	0.0007	0.0004	0.0054
Si	9.6662	7.7899	36.1131	0.0009	0.0013	0.0006
Si	0.017	11.1712	36.1382	-0.0005	-0.0011	-0.0002
Si	3.8839	11.1467	36.0796	0.0008	0	0.0035
Si	7.7414	11.1566	36.1663	0.0027	-0.0008	0.0028
Si	-0.0133	-0.0098	5.079	-0.0015	-0.0013	-0.0011
Si	3.8511	0.0087	5.1419	-0.0004	-0.0014	-0.0043
Si	7.7166	-0.005	5.0873	0	-0.0003	-0.0051
Si	1.9239	3.3513	5.0266	0.0006	0.0011	0.0006
Si	5.8151	3.3503	5.0604	0.002	0.0023	0.0012
Si	9.6713	3.3808	5.0223	0.0009	0.0022	0.0041
Si	-0.0059	6.7321	5.232	-0.0008	0.0015	-0.0044
Si	3.8758	6.7156	5.1602	0.0019	0.0017	0.0022
Si	7.7243	6.7106	5.1921	-0.0007	0.0003	-0.0017
Si	1.9361	10.08	5.2432	0.0015	0.0011	-0.0009
Si	5.7776	10.0689	5.2104	-0.0027	0.002	-0.0031
Si	9.6821	10.0409	5.1076	0.0014	0.002	-0.0037
Si	-0.1226	0.0645	7.4074	-0.0033	0.0014	-0.001
Si	3.7453	0.1509	7.5115	-0.0003	0.002	0.0021
Si	7.6334	0.0637	7.4225	0.002	0.0005	0.0057
Si	1.9159	3.4464	7.3271	0.0012	-0.0003	0.0007
Si	5.8368	3.4386	7.3794	-0.0027	-0.0027	-0.0009
Si	9.6766	3.5571	7.319	0.0016	0.0005	-0.009
Si	-0.0285	6.8753	7.697	0.006	-0.0029	0.0012
Si	3.867	6.7839	7.5508	-0.003	-0.0018	-0.0025
Si	7.6773	6.7993	7.6108	0.0023	-0.0006	0.0018
Si	1.9057	10.2429	7.7256	-0.0022	-0.003	0.0002
Si	5.6962	10.1918	7.6488	0.0042	-0.0002	0.0022
Si	9.661	10.0929	7.4616	-0.0023	0.005	0.0047
Si	-0.4271	2.1613	10.2746	0.0009	0.003	-0.0051
Si	3.8642	2.4175	8.1045	-0.0002	0.0011	-0.0002
Si	11.5467	2.3394	8.0014	-0.0025	-0.0021	0.0035
Si	1.9281	5.6289	8.214	0.0005	0.0013	0.0053
Si	5.7758	5.5719	8.3517	0.0032	0.003	0.0028
Si	6.2814	2.1501	18.5047	-0.0006	-0.0003	-0.0018
Si	-0.0201	9.1748	8.5841	0.0029	0.0026	-0.0007
Si	3.7947	8.9908	8.5499	-0.0003	0.0011	0.0012
Si	7.6922	9.0939	8.2943	-0.0013	-0.0022	0.0005
Si	0.4355	7.1587	14.445	-0.0029	-0.0013	0.0027
Si	5.655	12.511	8.3941	-0.0009	-0.001	-0.0021
Si	9.5355	12.3152	8.1957	0.0014	-0.0028	-0.0015
Si	-1.2206	1.9081	14.8255	-0.0005	0.0016	0.0015
Si	1.784	-0.802	8.4751	-0.0003	-0.0002	-0.0011
Si	9.6135	8.1494	11.5484	-0.0012	0.0003	0.0121
Si	3.9584	6.2786	11.5131	0.0021	-0.0056	-0.0024
Si	7.6388	1.7238	13.7016	-0.0023	-0.0036	0.0055
Si	6.9933	10.3515	14.4241	0.0033	-0.0006	0.0027
Si	-2.8452	3.8563	18.4363	0.0004	0.0034	0.0017
Si	9.0626	11.8564	10.4785	-0.0038	-0.0076	-0.0049
Si	11.1683	13.0581	14.0389	-0.0024	0.0026	-0.0046
Si	3.1666	15.7972	13.769	-0.0065	0.0007	-0.0044
Si	2.5199	11.932	14.4534	-0.002	-0.0035	-0.0001
Si	4.4762	10.6142	20.2959	-0.0012	-0.0012	-0.0028
Si	0.0676	4.3306	11.1261	-0.0044	-0.002	0.0177
Si	7.823	2.3292	8.0312	0.0004	-0.0011	0.001
Si	8.6719	2.1923	10.1948	-0.0007	-0.0035	-0.0002
Si	-4.1279	10.6229	20.7693	-0.0036	-0.0004	0.0006
Si	7.7702	3.9587	11.4799	0.0036	0.0035	-0.0086
Si	7.9805	9.6544	10.5702	0.0057	0.0002	-0.0046
Si	4.3046	5.1419	14.311	0.0005	-0.0037	0.0023
Si	1.9078	9.2912	12.4736	0.0021	-0.0065	0.0061
Si	9.6132	5.6963	8.4123	-0.0066	-0.0031	0.0018
Si	5.6026	4.7194	10.6197	-0.0058	-0.0024	-0.003
Si	7.7362	13.6684	11.1677	0.0024	0.0092	-0.0024
Si	6.665	6.6705	15.2401	-0.0001	-0.0006	-0.0048
O	0.7376	1.6026	20.6933	0.0007	-0.0035	-0.0011
O	-18.7557	3.313	22.0264	-0.0024	0.0002	-0.0007
O	18.7796	-2.5213	27.2559	0	-0.0009	-0.0014
O	-6.617	28.8307	17.5115	0.0036	-0.0002	0.004
O	-30.7744	11.9442	21.1875	-0.0014	0.002	0.0025
O	24.8746	-10.274	13.794	0.0059	-0.0058	0.0066
O	-26.0936	1.8192	14.9561	0.0043	-0.0008	-0.0046
O	9.9172	4.3747	17.3549	-0.0027	-0.0012	-0.0008
O	-27.2949	29.9959	12.9787	0.0003	0.0018	0.0035
O	10.5246	-5.5847	14.6309	0.0021	0	-0.0016
O	31.763	-4.7957	17.5989	0.0002	-0.0019	0.0026
O	7.1819	16.8592	18.0361	-0.001	-0.0011	-0.0001
O	3.472	28.5233	15.2536	-0.0002	-0.0006	-0.0002
O	19.3406	25.4982	21.4042	0.009	0.0034	0.0003
O	11.605	8.7517	23.9919	0.002	-0.0018	0.0006
O	2.9992	37.9551	25.7905	-0.0002	0.0011	-0.0013
O	-23.2656	18.3031	23.408	0.0011	0.0001	-0.0001
O	-1.3593	30.791	26.4446	-0.0013	-0.0033	0.0024
O	12.9545	8.053	13.4279	-0.0008	0.0003	-0.0028
O	-13.0873	-2.6147	17.5155	-0.0008	-0.0013	0.0021
O	-5.2527	-8.4822	26.3862	0.0024	-0.0024	0.0003
O	21.9091	-1.4428	21.9584	-0.0011	0.0061	0.0049
O	-14.9385	10.0187	30.1741	0.0024	-0.0016	0.004
O	8.9094	0.4907	23.0913	0.0014	-0.0004	-0.0018
Si	-6.1648	-4.4203	16.5536	0.0034	0.0011	-0.0014
Si	-1.1987	-1.0188	25.6634	-0.0051	-0.0032	-0.0002
Si	9.459	11.1288	29.9862	-0.0028	-0.0001	-0.0033
Si	-0.5698	7.5698	20.1189	-0.0028	0.0037	0.0023
Si	-0.05	9.6383	11.0884	-0.0092	-0.0035	-0.0024
Si	11.0967	-1.3899	11.7256	0.0068	-0.0035	0.0058
Si	-3.0846	19.0175	19.9781	-0.0041	-0.0042	0.0006
Si	2.6038	18.22	30.8108	-0.0145	0.0011	-0.0146
Si	28.8634	3.5581	29.5537	0.0022	-0.0012	-0.003
Si	1.0568	0.6214	27.1139	-0.003	0.0006	0.0002
Si	0.0388	2.1085	32.9544	-0.0014	-0.0049	-0.0035
Si	8.9066	14.2505	18.8591	0.0023	-0.0037	-0.0011
Si	-2.5415	12.9777	21.7372	-0.0012	-0.0047	-0.0044
Si	6.4853	-3.3522	23.462	0.0008	-0.0024	-0.001
Si	-3.3817	-3.1596	26.1481	-0.0023	0.001	0.0014
Si	23.4315	3.6911	26.7629	0.0007	-0.0002	-0.0029
Si	9.6169	-7.7492	10.8373	0.0038	-0.0012	-0.001
Si	4.6485	12.5889	22.5825	0.0006	-0.0024	-0.0005
Si	0.3712	4.0573	13.3604	0	0.0026	-0.0214
Si	0.6405	9.0028	22.5218	-0.0022	-0.0015	-0.0009
Si	11.3795	16.9941	17.197	0.0013	-0.0006	-0.0017
Si	12.271	-10.2186	20.2281	-0.0037	0.0014	-0.0026
Si	2.2486	18.3438	10.4302	-0.0003	-0.0007	-0.0084
Si	6.9283	19.1962	25.1279	0.0004	-0.0012	0.0028
Si	3.7913	3.1015	10.3393	0.0014	-0.0005	0.0019
Si	11.6625	25.292	22.856	-0.0067	0.0013	0.0071
Si	12.75	13.5999	10.6893	-0.0013	-0.0038	0.0017
Si	3.2533	9.9715	18.3584	0.0034	-0.0033	0.0019
Si	7.7376	8.8004	33.0855	0.0036	0.0023	0.0046
Si	-6.0472	-0.3769	14.5636	0.0003	-0.0009	-0.0034
Si	6.192	27.3849	26.2488	-0.0015	-0.0023	0.0011
Si	-8.2373	1.1287	11.627	0.0058	0.0069	-0.0035
Si	-1.0723	12.2451	16.9173	-0.0011	-0.0026	-0.0012
Si	17.1583	15.5776	21.6228	0.0023	-0.0026	0.0032
Si	-4.4459	-11.4561	30.6688	0.0017	-0.0049	-0.0017
Si	-7.4461	14.4054	16.5603	-0.0004	-0.0023	-0.0001
Si	-6.1757	13.0041	10.7992	-0.0054	-0.0025	0.0011
Si	9.0985	8.2103	13.8542	0.0038	0.0013	-0.0046
Si	3.8779	8.6289	11.0153	-0.0037	-0.0012	-0.0026
Si	-2.0905	23.004	18.4644	-0.0004	0.0012	-0.0022
Si	-5.7895	9.9147	11.6555	0.0049	-0.0007	0.0108
Si	9.3706	2.5122	29.8658	-0.0089	0.0058	-0.0005
Si	12.5252	28.181	22.3127	-0.0027	-0.0013	0.002
Si	-9.5935	-7.6441	16.4795	0.0001	0.0007	-0.0031
Si	-3.9195	4.1281	22.6047	-0.0005	-0.0006	0.004
Si	-9.2912	20.4814	19.2283	0.0005	0.0021	-0.0002
Si	2.0465	12.3159	16.8527	-0.0003	-0.0065	-0.0006
Si	14.6641	9.4671	29.2781	-0.003	-0.0015	-0.004
O	-7.6299	-4.6044	25.1587	-0.001	-0.0016	0.0006
O	13.8446	27.0642	26.0248	0.0005	-0.0004	-0.0003
O	-1.8742	-1.3925	31.3323	-0.0024	-0.0053	-0.01
O	0.4678	15.4865	26.7591	0.0013	-0.0055	0.0014
O	-8.666	11.0247	29.8102	0.0006	0.0041	0.0015
O	-8.307	18.6871	15.5843	0.0009	-0.0014	-0.0013
O	-15.6201	37.1384	24.6533	0.0007	-0.0003	0.0014
O	-2.4019	17.1867	23.0605	-0.0013	-0.0008	-0.0025
O	8.8976	-1.2171	28.8613	0.0017	-0.0047	0.0044
O	5.9224	2.206	26.3949	-0.0004	0	0.0013
O	-0.4566	-31.7706	21.4929	0.0021	-0.0065	-0.0057
O	-5.6109	33.9098	25.021	0.0009	-0.0013	-0.0037
O	-5.6186	8.3505	17.9617	-0.0001	-0.001	0.003
O	-9.2826	2.0782	22.7918	-0.0009	-0.002	-0.0016
O	22.2334	21.1991	29.3316	-0.0035	0	0.0028
O	2.0625	-22.9276	20.813	0.0005	0	0.0005
O	23.2705	-4.4789	31.4615	0.001	0.0018	-0.0146
O	2.6095	6.1047	17.9631	-0.001	-0.0005	0.0027
O	-5.272	25.3851	29.5794	0.001	0.0027	-0.0033
O	7.2964	27.6428	18.5201	-0.0011	-0.0004	0.0018
O	-5.713	5.3498	14.7029	0.0011	0.0032	0.0008
O	-2.5898	6.4509	27.8174	-0.0001	0.0023	0.0023
O	-5.9393	15.648	20.0023	-0.0007	-0.0017	-0.003
O	6.0755	10.7154	19.9299	0.0015	-0.001	0.0007
O	11.9616	5.6108	13.9182	0.0028	0.0019	0.0017
O	47.9148	-17.9171	29.2821	-0.0032	0.0005	0.0013
O	29.6394	10.1029	15.9397	-0.0004	-0.0018	-0.001
O	-1.9796	11.0589	26.2431	0.0023	0.0015	-0.003
O	2.3896	8.6573	18.7962	-0.0002	-0.006	0.0012
O	16.8618	-0.1457	16.1492	-0.0027	0.0018	0.0004
O	14.984	6.8799	20.4618	-0.002	-0.0013	-0.0009
O	9.3126	27.2222	20.3782	-0.0018	-0.0054	0.0055
O	28.0103	-0.2444	26.1272	0.0005	-0.0003	-0.0003
O	-15.2412	7.4345	30.041	-0.0001	0.0015	-0.0015
O	-14.682	8.6922	26.5248	0.0018	-0.0043	-0.0003
O	12.8422	4.2512	25.6276	-0.0012	0.0005	-0.0008
O	-7.3459	36.1091	21.2713	-0.0021	-0.0023	0.0012
O	19.4731	-6.2454	14.2378	-0.0024	-0.0023	0.0011
O	-13.3202	6.4453	20.3184	0.0068	0.0046	-0.0018
O	-4.7261	4.8722	23.7961	0.0016	-0.0011	-0.0019
O	-6.3364	14.0644	22.1792	-0.001	0.002	-0.001
O	11.0976	2.2503	16.2872	0.0001	-0.0006	0.0008
O	-0.7473	10.4352	29.4721	-0.0017	-0.0023	0.0034
O	16.062	7.3573	22.9237	-0.0015	-0.0001	-0.0015
O	-5.469	-12.2976	14.0431	-0.0008	-0.0011	0.0003
O	-4.6397	16.1047	22.2622	-0.0011	-0.0011	-0.0018
O	-15.895	-3.7636	22.0734	-0.0003	-0.0004	0.0001
O	-3.8635	31.9076	21.3141	0.0007	-0.0011	-0.0002
O	7.5072	6.7469	19.335	-0.0014	0.0005	-0.0027
O	20.6231	28.7202	25.5064	-0.0022	-0.0015	-0.0006
O	-8.6683	13.6316	17.3221	0.0028	0.0011	0.0014
O	-3.306	13.9845	12.7234	0.0008	-0.0023	0.004
O	-15.8525	6.4201	16.7083	0.001	-0.0012	0.0022
O	-10.3407	-0.4132	14.0984	0.0012	-0.0014	0.002
O	12.4995	4.5505	16.4928	-0.0011	-0.0019	0.0011
O	-24.4311	12.2211	15.2693	0.0011	-0.0025	0.0003
O	-34.1798	4.3855	28.1769	0.0002	0.0006	-0.0009
O	-12.5544	-10.1471	13.9123	-0.0044	-0.0066	0.0055
O	12.0913	30.0651	18.6358	0.0018	-0.0001	0.0022
O	17.2811	11.4617	23.1945	-0.0008	-0.0013	-0.0003
O	-7.3618	3.6481	13.654	0.0007	0.0005	0.0023
O	-9.549	8.2483	22.3015	-0.0022	0.0001	-0.0004
O	-2.9322	10.1866	19.75	0.0018	-0.0014	-0.0038
O	24.6484	-6.7199	24.7423	-0.0036	0.0031	-0.001
O	-9.0151	4.6958	23.3391	-0.0002	0.0005	-0.0008
O	7.0083	26.9396	27.5994	-0.0014	-0.0019	-0.0017
O	4.2845	-0.2159	30.6745	-0.0095	-0.0077	-0.0069
O	-11.8004	-0.4288	26.8414	0.0028	0.0015	0.0019
O	-14.7269	6.3174	25.3011	-0.0018	0.0018	0.001
O	9.4125	2.4063	18.8575	-0.001	-0.0016	0.0011
O	-0.2542	11.8196	24.4437	0.0055	0.0008	-0.0159
O	8.5203	23.1297	14.2865	-0.0032	0.0001	-0.0015
O	4.006	-3.7664	16.9182	-0.003	0.0012	0.0026
O	0.4765	26.0964	17.1029	0.0003	-0.0004	0.0026
O	-12.2093	3.8571	21.0297	0.0001	-0.0008	-0.0002
O	10.8433	20.8032	26.1083	0.0015	0.0005	-0.0019
O	-6.1558	21.1711	15.4384	0.0005	-0.0021	-0.0004
O	0.7985	-6.6251	19.748	0.0003	0.0014	0.0003
O	-10.7004	-16.1896	22.3507	-0.0025	-0.0003	0.0018
O	6.7784	-14.8191	14.2483	-0.0013	-0.0012	-0.0004
O	27.0722	33.0297	13.1795	-0.0017	0.0021	0.0037
O	9.464	15.6263	28.2211	-0.0016	0.0008	-0.0039
O	-32.589	11.1427	17.9685	-0.0025	0.0041	-0.0055
O	-10.64	26.6153	22.6228	-0.0066	-0.0097	-0.0019
O	-5.543	9.6484	13.277	-0.0019	-0.0026	-0.0066
O	26.763	12.8327	23.7893	-0.0016	-0.0002	0.0011
O	3.57	-3.9485	27.7187	-0.0018	0.0002	0.0007
O	-20.9281	-2.8333	13.5276	0.0023	0.0081	0.0016
O	-17.9171	-1.9163	11.4726	-0.0042	0.0039	-0.0038
O	-24.0616	-4.7247	18.9568	0.0002	-0.0027	0.01
O	-0.2772	15.6093	23.0905	0.001	-0.0011	-0.0014
O	-27.6484	-13.2079	24.9875	0.0004	-0.0005	0.0006
O	1.5063	8.9241	26.1494	-0.0007	-0.0025	-0.0022
O	-7.5498	-14.2843	13.9998	0.0012	0.0007	0.0018
O	9.6105	40.1271	17.714	-0.0011	0.0008	0.003
O	12.8418	7.0801	15.8783	0.0001	-0.0009	-0.0008

Results
free energy: -220805.490 eV
free energy less fixed offsets of O -568.88, Si -635.61 eV per atom: 6.510 eV

The program warned: the cutoff lies below the one the program advises for these potential files; the exchange-correlation potential is rough where the density is thin.
